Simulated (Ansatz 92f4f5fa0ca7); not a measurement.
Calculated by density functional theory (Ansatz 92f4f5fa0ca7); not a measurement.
Periodic cell of 222 atoms, Si131O89B2, from a study of silicon, its oxide and their interface. The atomic structure is a simulated model.
Doubt: the cutoff is far below the 930 eV that the study's wrapper takes by default for these files, so forces and energies are approximate.
This geometry differs little from another in the collection (a relaxation step or a small displacement).

Settings: functional PBE; potential files Ansatz PAW; basis plane waves; wave-function cutoff 580 eV; density cutoff ratio 5; exchange-correlation grid ratio 1; k mesh 1 x 1 x 1, Gamma-centred; self-consistency stop 5e-08 eV per atom in the density residual; occupations fixed; spin none; net charge 0.

Cell vectors (angstrom)
a 10.938 0 0
b 0 10.938 0
c 0 0 32.1988

Atoms and the computed forces on them: element, x, y, z (angstrom), force x, y, z (eV/angstrom)
Si 10.6474 0.2671 24.8548 -0.0111 -0.0189 0.0612
Si 5.7645 10.6755 24.7653 -0.004 0.0149 -0.0311
B 2.8957 2.4821 24.8254 0.0591 -0.0421 -0.0523
Si 8.4714 2.5363 24.8307 -0.0273 0.0128 0.056
B -0.1549 5.6162 25.0322 -0.031 0.0796 -0.0593
Si 5.1172 5.7032 24.699 0.0034 -0.0131 0.0087
Si 2.8919 7.9741 24.6255 -0.0259 0.0015 -0.0126
Si 7.9525 8.4194 24.7846 0.0131 -0.0101 -0.0235
Si 1.4404 1.4739 25.9476 -0.0158 0.01 0.02
Si 6.871 1.3482 26.1157 0.0126 0.0201 0.0079
Si 3.955 3.9807 25.8873 -0.0137 0.002 -0.0056
Si 9.6867 4.1771 26.0479 0.0182 -0.026 0.0049
Si 1.2901 6.7652 25.9712 -0.0035 -0.034 -0.0111
Si 6.7472 6.8214 26.0497 -0.0068 -0.0087 0.0032
Si 4.0879 9.5295 25.9997 -0.0084 -0.0009 0.0123
Si 9.5108 9.5922 26.1518 0.0145 0.0197 0.0016
Si 2.7209 0.0074 27.3391 0.015 0.0165 0.0006
Si 8.1696 -0.0098 27.5426 0.009 0.0034 -0.0059
Si 0.0555 2.7564 27.4221 0.0212 0.018 0.0041
Si 5.4256 2.7526 27.3527 -0.0055 -0.0213 -0.0072
Si 2.6901 5.4098 27.356 -0.0298 -0.0252 0.0137
Si 8.1842 5.4616 27.3801 0.0136 0.0268 -0.0013
Si 0.0053 8.1909 27.4005 -0.0209 -0.0105 -0.0107
Si 5.4321 8.2003 27.4479 0.0077 0.0035 0.0125
Si 4.0876 1.3635 28.7395 -0.0178 0.0127 -0.0068
Si 9.6001 1.3838 28.793 -0.0057 -0.0043 -0.0176
Si 1.367 4.1092 28.8158 0.0055 0.0077 -0.0257
Si 6.8163 4.0958 28.7474 -0.0074 -0.0043 -0.0072
Si 4.0641 6.7926 28.7505 0.0035 0.0006 -0.0129
Si 9.5519 6.8342 28.7618 0.009 -0.0171 -0.0064
Si 1.3741 9.5756 28.7484 0.0067 0.0012 -0.0082
Si 6.7905 9.5533 28.8463 -0.0113 -0.0022 -0.0018
Si 0.0116 -0.0061 30.1441 -0.0088 0.0105 0.0062
Si 5.4417 0.0196 30.1586 0.0142 -0.0111 -0.0054
Si 2.7416 2.7289 30.1464 -0.0038 -0.0016 -0.015
Si 8.1987 2.7406 30.1357 0.011 -0.008 0.0045
Si -0.0133 5.48 30.1504 0.0009 -0.0092 -0.0131
Si 5.4632 5.4664 30.1335 -0.0065 0.0091 0.0083
Si 2.7307 8.1972 30.1281 0.0049 -0.0085 0.0069
Si 8.2046 8.195 30.1575 -0.0076 0.0108 -0.0045
Si 1.3673 1.3673 31.515 0.0673 -0.034 -0.0034
Si 6.8362 1.3673 31.515 0.0291 0.0886 -0.0778
Si 4.1018 4.1018 31.515 0.069 -0.0578 -0.0246
Si 9.5708 4.1018 31.515 -0.1025 0.0534 -0.0514
Si 1.3673 6.8362 31.515 -0.0564 0.108 -0.0889
Si 6.8362 6.8362 31.515 -0.044 -0.0837 -0.0128
Si 4.1018 9.5708 31.515 -0.1453 -0.0666 -0.0653
Si 9.5708 9.5708 31.515 0.0444 0.0108 -0.0198
Si 2.7345 0 0.6835 0.0069 -0.0555 0.1297
Si 8.2035 0 0.6835 -0.0556 0.0456 -0.0628
Si 0 2.7345 0.6835 -0.0633 -0.0221 0.0795
Si 5.469 2.7345 0.6835 0.115 -0.0048 0.0333
Si 2.7345 5.469 0.6835 -0.0211 0.1549 -0.1102
Si 8.2035 5.469 0.6835 0.0467 -0.1158 0.1159
Si 0 8.2035 0.6835 0.1078 -0.0803 0.0029
Si 5.469 8.2035 0.6835 -0.0079 0.0478 0.083
Si 4.1227 1.3594 2.0561 -0.0027 0.0055 0.0015
Si 9.5652 1.3583 2.0548 0.0001 -0.0006 -0.0004
Si 1.3658 4.1226 2.0387 0.0086 -0.0008 0.0011
Si 6.8468 4.0875 2.0606 -0.0039 0.0032 0.0011
Si 4.103 6.8313 2.0562 -0.0025 -0.0043 -0.0011
Si 9.5762 6.8388 2.0526 -0.0016 0.0047 0.0017
Si 1.3797 9.5519 2.0537 -0.0068 0.002 0.0024
Si 6.8272 9.5919 2.0527 0.0069 -0.0022 -0.0011
Si -0.0066 -0.0308 3.3936 -0.0041 -0.0084 -0.0027
Si 5.4877 0.0132 3.4731 0.0052 0.0016 0.0112
Si 2.7722 2.7815 3.3688 0.0044 0.0106 -0.0106
Si 8.1903 2.7004 3.4513 -0.0072 -0.0107 0.0071
Si 0.0166 5.4822 3.4354 0.0047 0.0012 0.0014
Si 5.4811 5.4668 3.4112 -0.0031 -0.0046 0.0026
Si 2.7647 8.2096 3.4498 0.0072 0.0024 0.0074
Si 8.2049 8.2265 3.3861 -0.0011 0.006 -0.0048
Si 1.3904 1.3915 4.6391 -0.0016 -0.0009 -0.0008
Si 6.8426 1.3525 4.9122 0.0007 0.0013 -0.0095
Si 4.1529 4.0875 4.8073 0.0011 0.0018 -0.005
Si 9.573 4.0869 4.7649 0.0007 0.0009 0.0008
Si 1.4102 6.8354 4.8232 -0.0009 -0.0024 -0.0039
Si 6.8238 6.8882 4.7362 0.0011 0.0011 0.0023
Si 4.1325 9.5798 4.8511 -0.0007 -0.0032 -0.005
Si 9.5543 9.5533 4.7953 0.0004 0.0016 -0.0027
Si 2.7441 0.1131 6.0686 0.0044 -0.0074 0.0031
Si 8.2024 -0.0596 6.2716 0.0017 0.0028 0.0017
Si 0.0245 2.676 6.0458 -0.0025 0.0034 0.0062
Si 5.4725 2.7298 6.2987 0.0013 -0.0029 -0.0005
Si 2.8116 5.4798 6.1838 0.0004 -0.0014 0.0029
Si 8.1717 5.4813 6.0492 -0.001 0.0015 0
Si 0.0098 8.1906 6.1613 -0.0011 -0.0001 0.0007
Si 5.5262 8.2246 6.2385 -0.0017 0.0001 0.0012
Si 3.8334 1.5764 7.6116 -0.0015 -0.0006 0.0114
Si 9.833 1.1458 7.4569 -0.0004 0.0009 0.0012
Si 1.6255 3.8021 7.3157 -0.0029 -0.0012 0.0042
Si 6.6467 4.4208 7.4888 0.0008 0.001 0.0069
Si 4.4011 6.6376 7.5522 0.0008 0.0056 0.001
Si 9.3639 6.9507 7.4127 -0.0022 -0.0014 0.0019
Si 1.1366 9.9235 7.3028 0.002 0.003 0.0086
Si 7.1568 9.2299 7.6787 -0.004 -0.0029 0.0044
O 8.3082 8.0891 7.924 0.0059 0.0021 0.002
O 2.7115 2.7385 7.9604 0.0036 0.0041 -0.0059
O 9.5568 1.395 24.3095 0.0199 0.0168 -0.0748
O 4.0098 6.828 24.1533 -0.0012 0.0027 0.0139
O 0.0242 0.033 7.963 -0.0021 -0.0031 -0.0026
O 5.5222 5.5157 8.0423 -0.003 -0.0038 -0.0023
O 6.8697 9.5533 24.2717 -0.0033 -0.0089 -0.013
O 3.8556 7.3959 8.9398 0.0025 -0.0022 -0.0035
O 0.8101 4.3757 8.6104 0.0016 -0.0027 -0.0058
O 9.8106 6.1752 8.8085 -0.0016 0.0013 -0.0051
O 2.1016 9.3937 8.52 -0.0002 0.0003 -0.0055
O 7.4994 3.9304 8.8167 -0.0015 0.0016 -0.0044
O 4.261 0.9348 9.0861 -0.0025 -0.0001 -0.0093
O 6.7312 9.556 9.2379 0 0.0012 -0.0097
O 9.2019 1.8618 8.8044 0.0027 -0.0023 -0.0055
O 7.7264 3.159 23.5011 -0.0078 -0.0016 -0.002
O 10.3852 5.9152 23.7749 0.0184 -0.0205 0.048
O 5.231 0.3602 23.3334 0.0076 -0.0044 0.0314
O 5.8892 5.1282 23.358 -0.0007 0.0175 0.0009
O 3.2273 2.015 23.5878 -0.0233 0.0383 0.0392
O 2.3035 8.7384 23.2571 0.0263 -0.0076 0.0105
O 8.5755 7.783 23.3864 -0.0093 0.0108 0.0314
O 0.2003 10.3577 23.5474 0.0143 -0.0228 -0.0098
Si 4.4433 1.5272 22.541 -0.0243 0.0148 0.0045
Si 3.4835 7.9375 14.0528 0.0011 -0.0005 0.0021
Si 7.1173 0.9661 14.6867 -0.0031 0.0003 0.0001
Si 0.9436 9.3326 22.547 -0.025 -0.0032 -0.0159
Si 1.1708 4.3115 11.8967 0.0013 -0.002 -0.0004
Si 6.2524 8.9752 15.3557 -0.0007 0.0018 0.002
Si 0.6709 1.3682 12.3123 0.0007 0.0002 0.0002
Si 8.6504 4.9059 20.5689 -0.0043 0.0094 0.0004
Si 0.3238 5.7137 9.3686 0.0015 0.0011 0.0067
Si 5.1031 3.1227 17.9733 -0.0009 0.0005 0.0012
Si 0.8725 3.7426 16.7672 0.0023 0 0
Si 10.4009 2.8021 19.2479 -0.0012 -0.0003 -0.0033
Si 5.2743 1.1865 10.3637 0.0014 0.0028 0.0047
Si 0.8902 0.1475 19.8612 0.0044 0.0024 0.0043
Si 6.6401 9.4603 10.8751 0.0015 -0.002 0.0028
Si 9.3296 9.6793 18.3356 -0.0007 -0.0013 0.0011
Si 9.3831 9.2443 12.5892 0.0018 0.0002 0.0016
Si 6.5691 3.8597 22.6032 -0.0053 -0.0178 -0.028
Si 2.4348 8.0744 9.3898 -0.0009 0.0017 0.006
Si 10.6064 7.377 17.1025 -0.0002 -0.0001 0.0001
Si 2.5186 6.2988 16.6054 0.0023 0.0011 0.0035
Si 10.1625 4.492 14.2057 0 0.0007 0.0006
Si 6.1277 9.2005 18.554 -0.0028 -0.0036 0.001
Si 7.963 2.5752 9.5875 -0.001 0 0.0072
Si 8.8705 2.1449 12.4646 -0.0002 -0.0007 0.0004
Si 5.3534 6.2511 18.1015 0.0007 0.0031 0.0032
Si 3.9192 0.5753 19.5275 0.0046 -0.0002 -0.0004
Si 4.2719 3.8401 12.0749 -0.0014 0.0012 0.001
Si 5.5363 6.6078 12.1594 -0.0009 -0.0013 -0.0005
Si 8.0165 2.4928 17.2524 -0.0005 0.0022 -0.0004
Si 4.3546 2.4829 14.993 0.0023 -0.0006 0.0011
Si 1.5374 1.2145 15.273 0.0018 -0.0004 0.0014
Si 1.5631 9.4106 12.0587 -0.0015 0.0016 0.0004
Si 8.036 6.8561 13.9045 -0.0001 0.0015 -0.0005
Si 10.3762 9.8387 15.5022 -0.0003 -0.0016 0.0021
Si 9.8021 6.9971 22.6732 0.0225 -0.0373 0.0105
Si 8.1519 5.498 17.4802 -0.003 0 0.0005
O 6.0416 7.9592 11.3058 0.0015 0.0037 0.0005
O 5.9913 9.2244 16.9354 0.0011 0 -0.0019
O 7.6731 1.3607 13.2115 0.0023 0.002 -0.0001
O 0.8927 1.7493 13.8825 -0.002 -0.0001 -0.0019
O 9.4645 6.2458 16.9029 0.0012 0.0001 0.0009
O 6.7465 6.213 13.1689 -0.0013 -0.0002 0.0015
O 5.1501 4.6621 18.6373 0.0002 0.0002 -0.0001
O 9.2287 2.1068 18.2987 0.0007 0.0008 0.0026
O 2.3811 0.0934 19.1104 -0.0046 -0.001 0.0036
O 9.3948 10.2281 16.7748 0.0023 0.0001 -0.0004
O 2.7811 4.4331 11.7401 0.0001 0.0001 0.0022
O 5.0739 10.3443 19.1796 -0.0014 0.0013 0.0018
O 9.4104 3.2447 13.508 -0.0003 -0.0007 0.0017
O 0.4713 1.7389 19.9846 -0.0009 -0.0012 -0.0008
O 3.1527 1.3588 15.0803 -0.0006 0.0003 0.0023
O 8.2553 5.445 19.0975 0.0029 -0.005 0.0056
O 3.9153 6.5883 17.401 -0.0028 -0.0006 -0.0003
O 4.5602 3.2764 16.4225 -0.0002 -0.0018 -0.0022
O 9.044 5.6642 14.3457 -0.0003 0.0003 0.0033
O 5.4033 2.7912 22.2047 0.0013 0.0071 0.0104
O 10.6678 4.134 15.6975 -0.0019 0.0009 -0.0005
O 0.3204 3.8443 18.3036 -0.0008 -0.0011 0.0018
O 10.4283 10.5144 19.2146 0.0024 0.0013 0.0035
O 9.6387 10.0285 14.0454 -0.0008 -0.0012 -0.0027
O 10.9366 8.0474 22.1808 0.0084 0.0054 0.007
O 1.1985 2.1635 16.5482 0.0003 -0.0009 0.0005
O 9.7166 3.675 20.4471 -0.0015 -0.0001 -0.0012
O 8.1577 4.0369 16.7749 0.0007 -0.0022 0.0017
O -0.0495 9.0966 11.9255 0.0017 -0.0005 0.0027
O 6.5802 2.401 18.0259 0.0018 -0.0001 0.0002
O 5.5769 10.7178 11.2071 0.0002 0.0007 0.0002
O 7.7444 9.599 18.8654 0.0033 0.0009 0.0016
O 10.0217 1.0246 12.0801 -0.0002 0 0.0019
O 1.3106 6.9592 9.0754 0 -0.0002 0.0004
O 0.6055 4.7733 13.363 0.0014 0.0001 0.0006
O 5.6919 7.6376 19.0179 0.0008 0.0004 -0.0011
O 5.2292 5.0895 11.5471 0.0006 -0.0007 0.0026
O 2.7134 6.9885 15.1416 0.0013 0.0021 -0.0014
O 0.9022 2.7459 11.4833 0.0001 0.0006 0.002
O 0.8534 10.6908 15.5695 0.0006 0.0011 0.0018
O 2.3987 8.5839 10.9291 0.002 -0.002 -0.0035
O 4.6939 2.433 11.2961 0.0018 -0.0036 -0.001
O 4.2481 3.5136 13.7078 -0.0003 0.0023 -0.0017
O 2.183 4.694 16.524 -0.0009 -0.0006 0.0021
O 10.7115 8.2545 15.7203 -0.0003 0.0023 0.001
O 6.9238 10.2989 14.7093 0.0005 0.0008 0.0023
O 2.3335 8.9557 13.4448 -0.0016 0.001 0.0001
O 8.0385 1.5432 15.92 -0.0006 -0.0026 -0.0014
O 4.1222 7.0066 12.8778 0.002 -0.0015 0.0006
O 4.1837 2.0252 18.7833 -0.0004 0.0002 0.0021
O 7.2654 4.3949 21.243 -0.0016 -0.0017 0.0096
O 8.4056 2.9246 11.115 -0.0013 0.0004 -0.003
O 1.2016 6.8942 17.3966 0 -0.001 0.0008
O 5.6553 1.5875 14.7891 0.001 -0.0003 0.0027
O 8.1249 9.7515 11.6059 -0.0033 0.0001 0.0003
O 9.3068 6.1358 21.4026 0.0058 0.009 0.015
O 8.9482 7.7183 12.895 0.0008 0.001 0.002
O 1.6418 0.1178 11.8952 0.0013 -0.0006 0.003
O 6.6871 6.1629 17.1365 0.0022 -0.0003 0.0019
O 7.3793 7.8058 15.0804 0.0017 -0.0018 0.0005
O 1.2046 10.2164 21.2089 -0.004 -0.0032 -0.0017
O 10.0202 8.2003 18.3751 0.0005 0.0017 0.0003
O 3.8861 0.9025 21.1475 0.0079 0.0001 0.0107
O 0.3362 5.3347 10.9382 -0.0012 0.0016 -0.0025
O 6.6915 1.5746 9.6557 0.0011 0.0003 0.0008
O 4.7673 8.7174 14.7114 -0.001 -0.0007 0.0017

Results
free energy: -134205.684 eV
free energy less fixed offsets of B -154.04, O -568.88, Si -635.61 eV per atom: -2.374 eV

The program warned: the cutoff lies below the one the program advises for these potential files; the exchange-correlation potential is rough where the density is thin.
